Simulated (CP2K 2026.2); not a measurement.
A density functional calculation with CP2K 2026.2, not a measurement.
Periodic cell of 654 atoms, Si398O256, from a study of silicon, its oxide and their interface. The atomic structure is a simulated model.
Doubt: the forces sum to 0.85 eV/angstrom along one axis rather than to zero, so they err by at least 0.0013 eV/angstrom per atom on average; the grid cutoff is modest.

Settings
functional: PBE
method: Gaussian and plane waves
basis set: DZVP-MOLOPT-SR-GTH
pseudopotentials: GTH-PBE
grid cutoff: 350 Ry, relative cutoff 50 Ry
k points: Gamma only
occupations: fixed
spin: none
net charge: 0

Cell vectors (angstrom)
a 16.4025 0 0
b 0 16.4025 0
c 0 0 42.6461

Atoms: element, x, y, z (angstrom)
Si 0.575 15.794 42.554
Si 3.04 2.524 42.634
Si 15.897 5.506 42.296
Si 3.35 8.16 42.182
Si 16.011 11.31 42.387
Si 2.681 13.661 0.598
Si 5.087 0.125 0.46
Si 8.346 2.382 0.118
Si 5.462 5.792 42.532
Si 8.241 8.451 0.436
Si 4.945 11.474 0.283
Si 8.424 13.333 0.107
Si 10.55 0.154 0.041
Si 13.199 2.894 42.47
Si 10.983 5.194 42.482
Si 13.885 7.98 0.042
Si 10.681 11.202 0.456
Si 13.888 13.392 0.452
Si 1.364 1.308 1.193
Si 4.196 4.17 1.245
Si 1.429 6.832 0.818
Si 4.032 9.598 1.395
Si 1.147 12.21 1.485
Si 3.986 15.065 1.868
Si 6.815 1.29 1.543
Si 9.493 4.075 1.342
Si 6.765 6.966 1.469
Si 9.513 9.734 1.826
Si 6.755 12.381 1.515
Si 9.486 14.983 1.45
Si 12.206 1.317 1.317
Si 14.894 4.008 1.199
Si 12.201 6.792 1.262
Si 15.073 9.607 1.258
Si 12.332 12.252 1.736
Si 15.235 14.994 1.444
Si 16.337 2.681 2.553
Si 2.586 0.134 2.909
Si 0.105 8.161 2.503
Si 2.684 5.519 2.505
Si 16.382 13.629 2.931
Si 2.577 10.839 2.772
Si 5.484 2.807 2.754
Si 8.156 16.328 2.884
Si 5.382 8.269 2.825
Si 8.147 5.488 2.724
Si 5.468 13.696 2.984
Si 8.046 11.039 3.001
Si 10.892 2.717 2.743
Si 13.714 0.011 2.663
Si 10.941 8.174 2.805
Si 13.613 5.422 2.653
Si 10.923 13.722 2.892
Si 13.726 10.804 2.872
Si 1.328 4.111 3.924
Si 4.077 1.474 4.161
Si 1.286 9.453 4.141
Si 3.996 6.819 4.061
Si 1.326 15.05 4.247
Si 4.009 12.247 4.175
Si 6.835 4.132 4.148
Si 9.549 1.356 4.162
Si 6.731 9.575 4.268
Si 9.547 6.802 4.133
Si 6.822 15.046 4.328
Si 9.537 12.361 4.266
Si 12.273 4.091 4.112
Si 15.022 1.393 4.063
Si 12.325 9.474 4.198
Si 15.062 6.826 3.959
Si 12.349 15.101 4.151
Si 15.003 12.248 4.233
Si 16.402 0.017 10.972
Si 2.728 2.749 10.979
Si 16.394 5.445 10.996
Si 2.717 8.177 10.987
Si 16.377 10.925 10.999
Si 2.711 13.693 10.98
Si 5.46 0.038 10.984
Si 8.197 2.755 11.004
Si 5.448 5.458 10.987
Si 8.185 8.181 10.963
Si 5.459 10.926 10.971
Si 8.208 13.678 10.973
Si 10.95 0.011 11.003
Si 13.676 2.725 10.989
Si 10.921 5.457 10.984
Si 13.649 8.18 10.997
Si 10.93 10.92 10.976
Si 13.671 13.671 10.989
Si 1.375 1.377 12.339
Si 4.09 4.097 12.369
Si 1.367 6.804 12.359
Si 4.098 9.546 12.329
Si 1.347 12.319 12.346
Si 4.084 15.073 12.338
Si 6.832 1.391 12.375
Si 9.566 4.108 12.388
Si 6.826 6.817 12.342
Si 9.551 9.547 12.325
Si 6.839 12.3 12.318
Si 9.579 15.036 12.349
Si 12.333 1.362 12.378
Si 15.045 4.068 12.366
Si 12.281 6.81 12.365
Si 15.014 9.548 12.368
Si 12.301 12.293 12.342
Si 15.041 15.053 12.344
Si 0.031 2.717 13.735
Si 2.739 0.046 13.728
Si 16.396 8.165 13.711
Si 2.732 5.455 13.75
Si 16.397 13.704 13.726
Si 2.736 10.934 13.666
Si 5.458 2.75 13.757
Si 8.228 0.015 13.713
Si 5.452 8.169 13.704
Si 8.174 5.474 13.751
Si 5.481 13.696 13.653
Si 8.199 10.925 13.685
Si 10.968 2.737 13.734
Si 13.721 0.009 13.757
Si 10.882 8.173 13.711
Si 13.663 5.429 13.711
Si 10.95 13.665 13.711
Si 13.651 10.932 13.73
Si 1.384 4.071 15.12
Si 4.102 1.387 15.142
Si 1.384 9.553 15.027
Si 4.106 6.816 15.119
Si 1.353 15.105 15.086
Si 4.118 12.323 14.982
Si 6.797 4.133 15.142
Si 9.619 1.359 15.089
Si 6.822 9.551 15.03
Si 9.522 6.839 15.14
Si 6.837 15.05 15.04
Si 9.568 12.287 15.057
Si 12.336 4.082 15.127
Si 15.116 1.363 15.148
Si 12.237 9.551 15.054
Si 15.049 6.76 15.065
Si 12.344 15.014 15.083
Si 15.036 12.317 15.088
Si 0.066 0.036 16.597
Si 2.757 2.77 16.558
Si 0.005 5.409 16.479
Si 2.75 8.233 16.434
Si 0.056 10.936 16.369
Si 2.78 13.715 16.315
Si 5.503 16.391 16.45
Si 8.225 2.735 16.408
Si 5.397 5.457 16.584
Si 8.096 8.216 16.5
Si 5.474 10.962 16.339
Si 8.189 13.67 16.389
Si 11.045 0.019 16.443
Si 13.793 2.768 16.505
Si 10.916 5.428 16.473
Si 13.607 8.116 16.318
Si 10.87 10.898 16.464
Si 13.662 13.645 16.51
Si 1.49 1.436 18.045
Si 4.076 4.067 18.071
Si 1.422 6.79 17.77
Si 4.086 9.707 17.761
Si 1.49 12.331 17.67
Si 4.126 14.986 17.762
Si 6.87 1.395 17.775
Si 9.559 4.03 17.849
Si 6.72 6.892 17.926
Si 9.395 9.646 17.859
Si 6.796 12.307 17.757
Si 9.615 15.026 17.704
Si 12.515 1.334 17.839
Si 15.112 4.097 18.001
Si 12.274 6.843 17.808
Si 15.045 9.466 17.545
Si 12.314 12.168 17.846
Si 15.057 15.003 17.915
Si 0.163 2.856 19.557
Si 2.917 16.292 19.263
Si 0.05 8.254 18.904
Si 2.7 5.606 19.426
Si 0.096 13.512 19.079
Si 2.839 11.157 19.161
Si 5.515 2.537 19.344
Si 8.308 0.06 19.026
Si 5.31 8.404 19.261
Si 8.059 5.386 19.149
Si 5.459 13.642 19.134
Si 8.048 11.061 19.326
Si 11.177 2.737 19.104
Si 13.821 0.017 19.407
Si 10.734 8.177 19.056
Si 13.726 5.601 19.258
Si 10.87 13.603 19.1
Si 13.761 10.627 19.041
Si 1.1 4.68 21.057
Si 4.659 0.737 20.728
Si 1.333 9.715 20.167
Si 3.511 7.572 20.61
Si 1.262 15.059 20.423
Si 4.334 12.304 20.816
Si 6.601 4.193 20.578
Si 10.115 0.993 20.25
Si 6.423 9.918 20.73
Si 9.696 6.483 20.359
Si 6.918 15.061 20.248
Si 9.09 12.875 20.582
Si 12.186 4.397 20.593
Si 15.602 1.14 20.905
Si 12.168 9.424 20.362
Si 15.293 6.962 20.475
Si 12.159 15.028 20.401
Si 15.464 11.718 20.259
Si 2.419 5.092 23.94
Si 13.74 8.52 22.6
Si 9.947 5.172 28.116
Si 2.763 14.089 23.035
Si 3.382 0.732 23.611
Si 10.219 1.619 23.204
Si 7.277 11.072 25.473
Si 8.146 9.164 23.153
Si 5.428 2.914 28.492
Si 12.984 2.761 25.85
Si 9.297 6.381 23.494
Si 10.47 10.984 22.327
Si 15.133 14.959 24.356
Si 0.197 1.248 23.906
Si 4.805 5.75 22.411
Si 1.553 4.857 26.811
Si 1.666 11.488 27.654
Si 13.851 13.428 22.424
Si 5.597 2.258 25.363
Si 7.035 4.511 23.515
Si 9.199 9.281 27.305
Si 8.016 13.453 27.079
Si 9.038 11.462 29.099
Si 10.13 2.221 27.232
Si 8.247 1.073 25.206
Si 15.923 2.643 26.631
Si 11.675 4.352 23.679
Si 0.347 9.792 25.819
Si 0.756 12.748 25.196
Si 2.777 3.497 29.307
Si 2.356 7.443 25.829
Si 4.758 8.019 27.96
Si 3.37 15.515 29.491
Si 15.758 9.418 32.161
Si 4.805 7.867 30.847
Si 14.796 12.989 32.081
Si 12.349 16.395 24.85
Si 7.638 6.854 28.564
Si 11.498 8.397 30.413
Si 13.923 15.729 32.727
Si 12.96 11.028 23.926
Si 15.548 1.43 31.394
Si 3.735 9.133 33.563
Si 0.81 1.415 34.142
Si 4.775 10.995 27.21
Si 14.427 0.871 34.998
Si 7.027 10.02 31.131
Si 6.833 14.642 31.077
Si 11.015 14.641 33.34
Si 5.449 13.803 28.453
Si 2.976 13.43 31.95
Si 0.861 11.697 30.726
Si 9.431 6.28 30.784
Si 9.973 15.776 26.782
Si 2.747 15.41 34.109
Si 0.171 11.32 39.207
Si 0.918 1.139 29.036
Si 10.512 5.074 33.392
Si 0.243 7.184 37.869
Si 14.265 11.295 37.334
Si 4.968 12.748 38.91
Si 5.947 0.749 30.451
Si 0.582 5.737 35.217
Si 2.862 3.792 34.887
Si 12.822 10.607 32.003
Si 9.632 13.201 31.227
Si 15.701 6.647 32.716
Si 13.778 8.737 25.497
Si 11.52 7.594 27.29
Si 5.166 15.261 40.368
Si 5.011 4.719 30.788
Si 4.209 7.953 36.414
Si 1.833 9.498 37.54
Si 5.93 3.959 33.679
Si 7.803 10.608 33.926
Si 10.551 11.671 33.6
Si 5.391 11.672 32.854
Si 5.566 0.008 33.192
Si 12.933 3.238 34.259
Si 12.895 6.378 32.156
Si 15.957 12.571 35.097
Si 12.396 13.647 38.253
Si 13.725 7.051 37.909
Si 3.362 14.545 37.002
Si 12.019 9.566 37.931
Si 3.648 3.287 39.8
Si 0.343 14.018 37.712
Si 6.631 3.809 40.486
Si 7.123 1.548 35.323
Si 0.982 10.16 34.603
Si 7.744 9.121 40.175
Si 9.468 13.422 37.492
Si 9.742 7.171 40.897
Si 8.012 5.572 35.245
Si 6.853 3.761 37.406
Si 14.608 4.206 31.84
Si 13.727 1.121 39.813
Si 7.221 8.493 36.133
Si 3.148 0.566 38.793
Si 15.177 5.149 39.351
Si 4.908 10.094 40.244
Si 3.891 4.95 37.433
Si 12.357 15.017 40.914
Si 7.506 13.925 39.701
Si 9.727 16.082 35.723
Si 14.412 4.563 36.566
Si 12.484 0.26 37.283
Si 9.014 10.411 37.86
Si 11.993 9.357 40.802
Si 0.035 0.082 39.458
O 16.381 16.059 41.034
O 1.812 14.691 42.219
O 2.641 3.084 41.08
O 4.116 1.274 42.424
O 14.966 6.863 42.123
O 8.036 9.268 37.284
O 4.384 6.881 41.883
O 3.661 9.153 40.805
O 14.772 12.394 42.081
O 3.754 12.59 42.519
O 5.586 15.502 41.913
O 7.781 13.724 41.289
O 9.464 1.304 42.173
O 7.604 2.892 41.394
O 3.428 4.707 38.996
O 6.418 5.253 41.26
O 7.739 9.375 41.796
O 9.359 7.383 42.479
O 5.781 8.1 36.762
O 5.51 10.998 41.462
O 9.646 12.269 42.366
O 8.679 10.297 39.472
O 10.999 15.866 41.244
O 15.274 1.221 39.267
O 13.606 5.985 36.683
O 13.546 2.234 40.984
O 12.115 4.063 42.056
O 10.316 5.636 40.98
O 10.944 8.171 40.469
O 13.402 8.731 41.297
O 11.422 10.373 41.909
O 11.052 13.049 37.566
O 12.78 14.295 42.288
O 1.341 4.687 22.761
O 16.253 2.34 25.061
O 1.814 1.199 23.664
O 0.207 16.26 20.785
O 2.305 8.67 21.076
O 0.221 10.705 21.018
O 4.128 7.181 22.094
O 8.073 9.975 26.382
O 1.667 14.516 21.919
O 5.893 16.053 21.168
O 5.375 11.095 21.335
O 3.839 13.113 22.218
O 7.293 3.804 22.048
O 5.243 5.113 20.956
O 9.975 1.857 21.63
O 11.254 0.401 23.659
O 7.495 10.424 23.993
O 7.978 12.283 28.199
O 10.84 5.796 23.801
O 9.931 10.462 28.177
O 7.988 14.063 21.081
O 4.009 1.213 22.177
O 9.653 12.365 22.057
O 9.499 9.698 22.413
O 10.922 5.432 20.56
O 12.477 4.232 22.242
O 15.741 1.577 22.537
O 16.132 16.211 24.521
O 11.475 10.775 21.053
O 12.472 8.311 21.589
O 15.012 7.846 21.862
O 12.569 14.217 21.8
O 10.956 16.088 20.826
O 12.995 7.884 26.638
O 11.348 11.044 23.696
O 3.844 4.718 23.236
O 2.201 4.311 25.38
O 13.552 7.894 24.098
O 14.305 2.867 26.801
O 13.203 10.288 25.37
O 1.618 8.842 25.44
O 1.954 13.24 24.187
O 3.438 15.467 23.688
O 6.238 3.442 24.441
O 4.203 1.573 24.8
O 8.425 5.12 24.106
O 3.431 4.222 30.631
O 7.042 8.944 21.95
O 5.661 11.165 25.822
O 6.646 14.308 27.421
O 7.909 12.602 25.653
O 11.462 15.766 26.09
O 9.417 14.323 27.305
O 11.649 2.458 26.717
O 0.139 4.098 27.024
O 9.122 6.668 21.894
O 10.675 3.063 23.806
O 8.648 7.827 24.036
O 8.683 1.316 23.671
O 15.014 14.512 22.792
O 13.448 12.572 23.77
O 2.466 4.595 28.133
O 2.552 6.678 24.388
O 16.257 5.749 21.004
O 6.144 5.873 23.32
O 0.967 11.796 34.783
O 16.094 7.878 31.748
O 14.506 12.43 21.361
O 15.382 8.902 25.762
O 0.573 10.301 27.354
O 15.828 13.708 25.16
O 3.135 10.968 27.126
O 6.645 1.009 25.365
O 6.085 7.028 28.055
O 3.991 7.956 29.414
O 8.436 8.246 28.293
O 8.432 5.686 27.703
O 10.009 12.596 29.766
O 10.019 0.67 27.833
O 4.115 14.746 28.234
O 13.199 1.382 25.004
O 8.948 2.265 26.094
O 3.004 14.375 30.611
O 12.761 4.096 24.902
O 0.187 1.469 27.585
O 9.891 3.538 28.144
O 7.91 6.447 30.157
O 13.82 10.145 22.827
O 1.3 12.8 26.74
O 11.087 5.991 27.217
O 2.063 16.362 28.955
O 8.838 16.038 25.64
O 2.016 2.476 34.442
O 1.498 2.559 29.636
O 2.181 14.299 33.073
O 0.278 1.495 32.592
O 6.231 8.667 30.672
O 5.265 9.557 27.787
O 6.21 15.032 32.552
O 5.837 13.874 30.039
O 5.862 11.146 31.376
O 0.119 6.795 34.092
O 5.089 6.295 31.106
O 5.678 4.333 29.306
O 16.003 12.684 31.03
O 5.095 12.246 28.179
O 3.875 2.472 28.677
O 6.349 1.846 29.317
O 11.873 10.719 33.367
O 10.378 8.479 26.49
O 13.567 15.293 24.75
O 11.632 6.242 33.178
O 12.692 7.513 31.044
O 1.459 11.83 29.217
O 14.461 14.538 31.793
O 0.339 11.162 24.878
O 9.528 5.247 32.065
O 16.182 0.673 30.102
O 4.412 12.949 32.596
O 0.297 10.224 31.102
O 4.48 13.442 37.492
O 3.329 14.584 35.391
O 3.752 7.64 26.701
O 1.013 9.552 36.119
O 8.124 10.541 30.07
O 5.843 1.172 32.048
O 13.152 1.622 34.25
O 4.631 10.482 33.67
O 8.095 13.68 31.279
O 7.174 16.065 30.338
O 13.435 12.12 31.75
O 10.534 14.428 31.787
O 14.176 0.667 31.836
O 15.907 5.21 31.958
O 1.494 16.374 34.492
O 11.564 8.178 28.805
O 14.153 9.683 32.078
O 15.061 2.932 30.957
O 1.354 6.476 26.703
O 11.438 3.716 33.733
O 5.62 2.903 26.874
O 2.128 12.074 31.672
O 0.02 12.903 38.855
O 1.551 10.833 38.44
O 4.474 13.795 40.083
O 1.891 5.054 34.522
O 14.166 3.788 33.353
O 10.08 7.789 31.014
O 0.95 6.633 36.515
O 16.215 13.798 36.169
O 14.991 11.545 35.912
O 6.612 12.721 39.007
O 0.202 11.024 40.826
O 3.958 16.253 33.417
O 5.787 4.012 32.048
O 4.464 0.134 30.14
O 4.373 3.834 34.241
O 6.718 5.295 34.255
O 1.231 8.305 38.477
O 11.04 13.17 34.116
O 9.329 10.985 34.477
O 12.425 15.398 33.22
O 9.804 11.906 32.18
O 15.881 1.643 35.1
O 14.127 6.776 33.137
O 16.067 9.745 33.74
O 11.832 9.955 30.845
O 15.239 12.901 33.671
O 10.341 5.563 29.639
O 3.58 16.109 37.468
O 1.557 0.551 39.125
O 3.948 8.428 32.111
O 6.79 11.913 33.727
O 6.175 9.187 39.691
O 13.648 12.682 37.931
O 12.395 7.973 37.909
O 4.042 8.086 34.789
O 6.584 15.287 39.516
O 6.935 2.751 34.205
O 3.023 3.921 36.509
O 10.065 15.653 34.189
O 2.205 9.616 33.713
O 7.842 9.765 32.524
O 7.088 9.577 34.952
O 9.226 14.667 36.443
O 6.193 0.355 34.673
O 14.745 15.915 34.14
O 9.49 5.281 34.625
O 13.297 5.023 31.287
O 15.149 7.838 37.642
O 13.311 3.623 35.819
O 15.261 10.647 38.469
O 13.055 10.293 36.923
O 13.849 0.602 36.474
O 12.702 15.103 37.648
O 0.137 5.953 38.919
O 14.819 4.085 38.114
O 4.066 16.381 39.995
O 1.961 14.083 37.66
O 12.253 10.183 39.424
O 10.508 9.88 37.468
O 8.444 7.619 39.974
O 15.56 4.636 40.853
O 5.143 3.168 40.423
O 13.538 16.031 40.457
O 16.08 15.362 38.327
O 7.277 3.813 38.984
O 3.511 2.135 38.644
O 8.586 0.852 35.612
O 11.031 0.345 36.509
O 3.394 9.157 37.19
O 15.788 4.703 35.674
O 5.451 4.558 37.256
O 3.713 6.502 36.974
O 8.78 11.933 37.26
O 8.921 14.006 38.918
O 4.439 11.208 39.101
O 7.958 4.596 36.555
O 6.713 2.234 36.775
O 13.907 6.217 39.325
O 7.99 7.143 35.665
O 12.581 1.229 38.616
O 12.124 13.817 39.844
Si 16.338 0.039 5.522
Si 2.671 2.824 5.46
Si 16.389 5.453 5.378
Si 2.682 8.147 5.511
Si 16.385 10.872 5.54
Si 2.709 13.658 5.555
Si 5.412 0.066 5.554
Si 8.186 2.743 5.515
Si 5.412 5.494 5.465
Si 8.18 8.183 5.518
Si 5.371 10.934 5.602
Si 8.194 13.691 5.66
Si 10.952 0.028 5.532
Si 13.665 2.74 5.469
Si 10.917 5.448 5.503
Si 13.727 8.119 5.487
Si 10.939 10.91 5.52
Si 13.646 13.672 5.539
Si 1.336 1.417 6.843
Si 4.064 4.133 6.854
Si 1.313 6.783 6.85
Si 4.023 9.523 6.914
Si 1.34 12.271 6.899
Si 4.072 15.057 6.902
Si 6.818 1.399 6.902
Si 9.558 4.094 6.884
Si 6.793 6.823 6.867
Si 9.557 9.55 6.884
Si 6.785 12.297 6.944
Si 9.594 15.077 6.94
Si 12.315 1.396 6.883
Si 15.037 4.115 6.816
Si 12.314 6.798 6.858
Si 15.023 9.514 6.895
Si 12.287 12.29 6.898
Si 15.009 15.046 6.896
Si 16.382 2.761 8.224
Si 2.697 0.04 8.231
Si 16.386 8.157 8.258
Si 2.7 5.467 8.239
Si 16.382 13.665 8.248
Si 2.693 10.914 8.284
Si 5.437 2.77 8.237
Si 8.197 0.038 8.275
Si 5.435 8.18 8.251
Si 8.175 5.461 8.235
Si 5.436 13.694 8.284
Si 8.186 10.918 8.257
Si 10.934 2.742 8.256
Si 13.657 0.014 8.259
Si 10.942 8.175 8.229
Si 13.672 5.443 8.237
Si 10.942 13.671 8.274
Si 13.661 10.909 8.248
Si 1.351 4.1 9.61
Si 4.084 1.391 9.603
Si 1.332 9.539 9.637
Si 4.075 6.815 9.616
Si 1.349 15.051 9.597
Si 4.072 12.302 9.63
Si 6.819 4.104 9.62
Si 9.575 1.388 9.646
Si 6.813 9.547 9.606
Si 9.559 6.818 9.598
Si 6.829 15.061 9.63
Si 9.563 12.293 9.614
Si 12.305 4.094 9.625
Si 15.037 1.382 9.603
Si 12.293 9.544 9.614
Si 15.018 6.805 9.632
Si 12.306 15.044 9.632
Si 15.021 12.29 9.617

Results
total energy: -154800.020 eV
total energy less fixed offsets of O -438.35, Si -107.03 eV per atom: 15.520 eV

Forces (eV/angstrom) on atoms 19 to 302 of the 654, counted in the order above; the others are left out for length: element, x, y, z
Si 0.059 -0.05 -0.1
Si 0.167 0.104 -0.191
Si -0.111 -0.1 -0.295
Si -0.038 -0.029 -0.326
Si -0.162 -0.048 -0.351
Si 0.079 0.116 -0.153
Si -0.038 0.02 -0.278
Si 0.025 -0.055 -0.267
Si -0.027 -0.074 -0.131
Si 0.058 0.074 -0.25
Si -0.037 0.012 -0.323
Si 0.102 0.046 -0.249
Si -0.018 0.03 -0.343
Si -0.228 -0.012 -0.238
Si -0.025 -0.024 -0.278
Si -0.021 -0.03 -0.169
Si -0.096 -0.034 -0.143
Si 0.131 -0.004 -0.221
Si 0.058 0.041 0
Si -0.073 0.044 0.262
Si -0.053 -0.001 -0.116
Si 0.138 0.045 -0.184
Si -0.02 -0.018 0.175
Si 0.032 -0.039 0.245
Si -0.081 0.035 0.045
Si 0.048 -0.104 0.05
Si -0.029 0.104 0.05
Si 0.173 0.002 0.009
Si 0.179 -0.034 0.249
Si -0.162 0.147 0.208
Si -0.027 0.019 0.045
Si -0.091 -0.015 -0.068
Si 0.173 -0.244 0.04
Si -0.099 0.084 0.043
Si -0.044 0.095 0.052
Si -0.022 -0.09 -0.036
Si -0.007 -0.042 -0.042
Si -0.069 -0.014 -0.064
Si 0.131 0.1 -0.143
Si 0 0.03 -0.031
Si -0.054 0.082 0.003
Si 0.048 -0.085 -0.22
Si -0.112 0.028 -0.004
Si 0.056 0.016 -0.091
Si 0.079 -0.004 -0.015
Si -0.058 0.07 -0.052
Si -0.021 -0.034 -0.057
Si -0.078 0.091 -0.04
Si 0.017 -0.016 -0.156
Si 0.01 -0.072 -0.021
Si 0.067 -0.027 0.069
Si -0.06 -0.051 -0.176
Si -0.081 -0.078 -0.024
Si 0.006 0.093 0.013
Si 0.004 -0.033 0.009
Si -0.021 -0.03 0.004
Si 0.006 0.011 0.001
Si 0.029 0.027 -0.006
Si -0.021 0.008 0
Si 0.001 -0.001 0.001
Si -0.011 -0.007 0.005
Si -0.001 -0.019 0.007
Si 0.014 -0.008 0.013
Si -0.01 0.024 0.001
Si 0.033 0.002 -0.001
Si 0.012 -0.028 0
Si -0.014 -0.045 0.003
Si 0.02 -0.024 -0.006
Si 0.001 0.021 0.004
Si -0.009 0.024 -0.005
Si 0 -0.024 0.007
Si -0.021 0.012 0.007
Si 0.023 0.022 -0.021
Si 0.029 0.003 -0.01
Si -0.02 -0.001 -0.003
Si -0.044 0.003 0.011
Si 0.004 -0.013 0.009
Si 0.042 -0.023 0.001
Si 0.013 0.002 -0.001
Si 0.024 0.018 0.008
Si 0.019 0.025 -0.014
Si -0.006 0.012 -0.02
Si -0.003 0.028 0.008
Si -0.01 -0.005 0
Si -0.025 -0.004 0.009
Si -0.044 0.001 -0.004
Si -0.024 0.009 -0.003
Si -0.008 0.002 0
Si 0.006 0.008 -0.012
Si 0.035 0.006 -0.003
Si 0.027 -0.075 -0.019
Si -0.042 -0.008 0.008
Si 0.024 0.039 0.002
Si -0.033 0.047 0.012
Si -0.063 0.003 0.008
Si 0.026 -0.011 -0.029
Si -0.009 -0.019 0.018
Si 0.027 -0.056 -0.013
Si 0.045 -0.01 -0.004
Si -0.049 0.04 0.021
Si -0.006 -0.006 -0.038
Si 0.048 -0.022 0.002
Si -0.009 -0.022 -0.024
Si -0.019 -0.049 0.026
Si 0.002 0.028 0.013
Si 0.07 0.005 -0.04
Si -0.022 0.031 0.029
Si -0.018 0.005 0.04
Si -0.006 0.004 0.024
Si 0.016 0.012 0.047
Si -0.011 -0.058 -0.051
Si -0.021 0.045 -0.013
Si 0.056 0.013 0.032
Si 0.026 0.015 -0.002
Si 0.071 0.054 0.038
Si 0.003 0.003 -0.019
Si -0.055 0.008 0.041
Si 0.07 -0.002 0.087
Si 0.013 -0.033 -0.007
Si -0.033 0.022 0.018
Si -0.035 -0.016 0.109
Si 0.039 0.094 0.001
Si -0.048 -0.023 0.001
Si -0.11 -0.078 -0.061
Si 0.01 -0.035 -0.002
Si 0.024 0.063 -0.009
Si -0.023 -0.044 0.23
Si 0.024 -0.049 0.118
Si 0.07 0.089 0.148
Si 0.026 -0.02 0.112
Si -0.025 0.043 -0.013
Si 0.003 -0.062 0.021
Si -0.039 0.011 0.002
Si -0.034 0.03 0.038
Si 0.068 -0.061 0.091
Si 0.009 0.034 -0.043
Si -0.049 0.019 0.131
Si 0.071 0.015 0.093
Si -0.076 -0.036 0.12
Si 0.023 -0.173 -0.021
Si -0.035 0.108 0.088
Si 0.043 0.007 0.022
Si 0.127 -0.027 -0.007
Si -0.013 0.023 0.073
Si -0.089 -0.105 0.069
Si -0.025 0.14 0.061
Si 0.066 -0.28 -0.073
Si 0.152 -0.029 -0.09
Si -0.108 0.103 -0.099
Si -0.064 0.025 -0.112
Si 0.012 0.041 -0.081
Si 0.092 0.023 -0.116
Si -0.211 0.145 0.009
Si -0.052 0.186 0.056
Si 0.055 -0.176 -0.023
Si 0.095 -0.002 -0.253
Si 0.109 -0.06 -0.163
Si 0.112 0.118 0.103
Si -0.083 -0.114 -0.085
Si -0.101 -0.031 -0.223
Si -0.078 0.022 0.066
Si 0.073 0.023 -0.059
Si -0.035 0.092 0.285
Si -0.028 0.016 0.211
Si -0.135 -0.027 0.287
Si -0.153 0.218 0.385
Si -0.149 0.063 0.187
Si 0.149 -0.005 0.411
Si -0.019 -0.076 0.073
Si 0.136 -0.108 0.251
Si 0.007 0.033 0.253
Si 0.128 0 0.034
Si -0.071 -0.043 0.289
Si 0.041 0.051 0.333
Si -0.129 -0.036 0.23
Si 0.062 -0.008 0.314
Si 0.103 -0.135 0.2
Si 0.056 0.16 0.307
Si 0.016 -0.14 0.18
Si -0.066 0.153 0.184
Si 0.082 0.029 -0.18
Si 0.019 -0.168 0.001
Si -0.093 0.189 0.439
Si -0.207 0.201 -0.512
Si 0.06 0.016 -0.009
Si 0.004 0.019 -0.21
Si 0.063 -0.195 0.023
Si -0.044 0.109 -0.082
Si 0.121 -0.149 -0.409
Si -0.134 0.06 0.145
Si 0.139 0.134 0.157
Si -0.208 0.107 -0.173
Si -0.1 -0.038 0.104
Si -0.069 -0.006 -0.256
Si -0.222 0.149 -0.086
Si 0.006 -0.116 -0.243
Si -0.117 0.143 0.003
Si 0.369 -0.241 0.242
Si 0.027 0.06 0.166
Si 0.049 -0.005 0.313
Si 0.078 -0.072 -0.291
Si -0.001 -0.075 -0.02
Si 0.053 -0.116 0.264
Si -0.001 -0.065 0.081
Si 0.004 0.038 0.117
Si 0.115 -0.031 0.242
Si 0.089 -0.052 -0.337
Si -0.012 -0.042 -0.193
Si 0.208 -0.194 -0.034
Si 0.117 0.125 0.069
Si -0.039 -0.06 0.126
Si -0.101 -0.27 0.146
Si 0.182 0.011 0.078
Si -0.152 -0.035 -0.12
Si -0.144 0.002 -0.164
Si 0.051 0.077 0.051
Si 0.031 -0.195 -0.145
Si 0.177 -0.072 0.268
Si 0.099 -0.114 -0.374
Si 0.172 0.127 -0.274
Si 0.117 -0.016 -0.193
Si -0.018 -0.086 -0.164
Si -0.101 0.031 -0.006
Si -0.1 -0.03 -0.07
Si -0.141 0.041 0.072
Si -0.252 0.075 -0.132
Si -0.197 -0.057 -0.075
Si -0.093 0.074 -0.121
Si -0.154 0.14 0.031
Si -0.163 -0.051 -0.264
Si -0.005 0.028 -0.134
Si 0.088 0.038 0.166
Si -0.117 0.095 -0.057
Si 0.102 -0.068 0.314
Si 0.011 0.008 0.091
Si 0.001 -0.02 -0.284
Si -0.07 -0.016 -0.111
Si 0.096 -0.016 0.22
Si 0.188 0.007 0.297
Si 0.055 -0.008 0.104
Si 0.069 -0.052 0.263
Si -0.096 0.036 0.176
Si -0.071 0.021 -0.318
Si 0.088 -0.059 0.276
Si -0.063 0.035 0.051
Si 0.016 0.167 -0.1
Si -0.032 -0.094 0.261
Si 0.072 0.067 -0.296
Si -0.009 0.046 0.052
Si -0.03 0.029 -0.124
Si -0.032 -0.011 -0.052
Si 0.008 0.053 -0.223
Si 0.042 -0.011 0.393
Si -0.156 0.048 -0.189
Si -0.065 0.138 -0.234
Si 0.087 -0.061 0.041
Si -0.265 0.074 0.053
Si -0.176 -0.026 0.044
Si 0.01 0.148 -0.116
Si 0.085 0.148 -0.173
Si -0.08 -0.119 0.299
Si -0.009 0.025 0.178
Si -0.027 0.085 0.163
Si 0.083 0.065 -0.043
Si 0 -0.112 0.146
Si 0.066 0.238 0.126
Si 0.115 -0.049 -0.226
Si -0.023 0.004 -0.223
Si -0.094 -0.142 -0.126
Si -0.063 0.048 0.153
Si 0.006 0.101 -0.024
Si -0.063 -0.015 0.228
Si 0.161 0.042 0.279
Si 0.103 0.025 0.232
Si -0.022 -0.004 0.097
Si -0.029 0.037 0.185
Si -0.057 0.05 0.223
Si 0.024 -0.045 0.084
Si -0.026 0.106 0.446
Si 0.005 -0.03 -0.132
Si -0.04 0.166 -0.04
Si -0.012 -0.006 0.277
Si -0.002 -0.006 -0.173
Si -0.126 0.012 -0.276
